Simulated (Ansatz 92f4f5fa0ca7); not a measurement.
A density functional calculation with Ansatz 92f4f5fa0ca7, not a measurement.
Periodic cell of 226 atoms, Si132O92P2, from a study of silicon, its oxide and their interface. The atomic structure is a simulated model.
Doubt: the cutoff is far below the 930 eV that the study's wrapper takes by default for these files, so forces and energies are approximate.

Settings: functional PBE; potential files Ansatz PAW; basis plane waves; wave-function cutoff 580 eV; density cutoff ratio 5; exchange-correlation grid ratio 1; k mesh 1 x 1 x 1, Gamma-centred; self-consistency stop 5e-08 eV per atom in the density residual; occupations fixed; spin none; net charge 0.

Cell vectors (angstrom)
a	10.938	0	0
b	0	10.938	0
c	0	0	31.9494

Atoms and the computed forces on them: element, x, y, z (angstrom), force x, y, z (eV/angstrom)
Si	10.6224	0.007	24.4203	0.0109	0.0247	-0.0145
Si	5.0762	0.1344	24.661	-0.0093	0.0109	0.0124
Si	2.8209	2.3006	24.5334	0.0024	-0.0108	-0.0121
Si	8.5661	2.4412	24.5676	0.0108	-0.0095	0.0042
Si	10.7094	5.5971	24.3333	-0.0301	-0.0162	0.0214
Si	5.1556	5.619	24.4518	-0.0202	0.0168	-0.0198
Si	2.9863	7.9598	24.4083	0.0115	-0.0031	0.0279
Si	8.4182	7.8405	24.4192	0.0031	-0.032	-0.0049
Si	1.2913	1.1349	25.839	0.0217	-0.0012	0.0466
Si	6.8125	1.3326	25.7481	0.0282	0.0034	-0.0197
Si	3.9848	4.016	25.7369	0.0057	0.0149	-0.0109
Si	9.6864	4.0303	25.8488	0.0267	0.0117	0.0152
Si	1.3378	6.7981	25.6747	0.0244	0.0135	-0.0262
Si	6.8044	6.7267	25.7481	0.0141	0.0116	0.0292
Si	4	9.4766	25.9531	0.0061	-0.0038	0.0294
Si	9.4822	9.4469	25.8063	0.012	0.0047	-0.0117
Si	2.6352	-0.1285	27.2967	-0.038	-0.0204	0.0166
Si	8.1447	-0.0602	27.1515	-0.0702	-0.0404	0.0002
Si	0.0816	2.6661	27.2087	0.0163	0.0124	0.0116
Si	5.4553	2.7321	27.1169	0.0191	0.0119	-0.0222
Si	2.6704	5.4243	27.1146	-0.0352	-0.0477	-0.0286
Si	8.1951	5.3779	27.136	-0.0294	-0.0207	-0.0265
Si	0.016	8.161	27.1334	-0.0237	-0.0081	-0.0291
Si	5.5137	8.15	27.178	0.006	0.0107	-0.0017
Si	4.0925	1.3419	28.4962	-0.0662	-0.07	0.0497
Si	9.544	1.3293	28.5003	0.025	0.0521	0.0461
Si	1.3975	4.0731	28.5746	-0.1086	0.0027	-0.0817
Si	6.8138	4.0681	28.531	-0.0048	0.0069	-0.0226
Si	4.0849	6.7809	28.4818	0.0178	0.0847	0.0698
Si	9.5627	6.7891	28.4764	-0.0473	0.0048	0.0822
Si	1.2855	9.4768	28.6438	0.0992	0.0857	-0.2236
Si	6.8279	9.5383	28.573	-0.0219	0.0052	-0.0817
Si	-0.0329	-0.0049	29.9166	0.0108	0.0728	0.0413
Si	5.4594	-0.0029	29.8966	0.0089	0.0286	0.0176
Si	2.7665	2.7189	29.9069	0.0169	-0.0838	0.0154
Si	8.1966	2.7186	29.8863	0.0475	-0.0031	0.0209
Si	-0.0083	5.4557	29.8903	0.0512	0.0362	0.0078
Si	5.4601	5.4575	29.8888	0.0199	0.0117	0.008
Si	2.7488	8.1636	29.9054	0.0775	-0.0479	0.045
Si	8.2255	8.1794	29.8909	0.0476	-0.0474	0
Si	1.3673	1.3673	31.2657	0.0371	0.0299	-0.1002
Si	6.8362	1.3673	31.2657	0.0409	-0.0313	-0.0355
Si	4.1018	4.1018	31.2657	0.0957	-0.05	0.0919
Si	9.5708	4.1018	31.2657	-0.1224	-0.1574	-0.0906
Si	1.3673	6.8362	31.2657	0.013	-0.2011	0.0187
Si	6.8362	6.8362	31.2657	0.0235	-0.0407	-0.1272
Si	4.1018	9.5708	31.2657	-0.0648	-0.1264	-0.065
Si	9.5708	9.5708	31.2657	-0.2124	-0.1569	0.1555
Si	2.7345	0	0.6835	0.0349	0.072	0.0309
Si	8.2035	0	0.6835	-0.0418	0.0712	-0.1531
Si	0	2.7345	0.6835	0.0803	0.0055	-0.024
Si	5.469	2.7345	0.6835	-0.0394	0.0846	0.1427
Si	2.7345	5.469	0.6835	-0.1076	-0.0628	-0.0824
Si	8.2035	5.469	0.6835	-0.0665	0.0331	-0.0778
Si	0	8.2035	0.6835	0.0327	0.0927	0.1053
Si	5.469	8.2035	0.6835	-0.0474	0.1835	0.0036
Si	4.0963	1.3759	2.0753	0.0219	0.0254	0.0487
Si	9.5916	1.3433	2.0417	0.1182	-0.0478	-0.0185
Si	1.3651	4.1134	2.0535	-0.149	-0.0109	-0.0124
Si	6.8259	4.1302	2.051	-0.0837	0.0414	-0.055
Si	4.0799	6.8449	2.039	-0.0083	0.0654	-0.0439
Si	9.5673	6.8331	2.0499	0.0266	0.0087	0.0186
Si	1.357	9.6063	2.0528	-0.0348	0.0186	-0.061
Si	6.8052	9.6345	2.0367	-0.1441	-0.1017	-0.0024
Si	0.0298	0.0219	3.4806	-0.2135	0.0405	-0.092
Si	5.4684	0.0389	3.4854	0.0054	-0.0779	-0.0418
Si	2.695	2.7399	3.4266	-0.0319	-0.0171	0.042
Si	8.2416	2.7548	3.3265	-0.0576	-0.0741	0.1949
Si	-0.0114	5.4667	3.4465	0.2165	-0.0252	-0.0977
Si	5.4397	5.5139	3.4189	0.0339	-0.0329	-0.0197
Si	2.7211	8.2466	3.3808	0.0671	-0.1384	0.1056
Si	8.1897	8.2645	3.3229	-0.0182	0.15	0.1079
Si	1.3366	1.4278	4.8824	0.393	-0.0991	0.0506
Si	6.9315	1.4513	4.7625	0.0953	0.0327	0.0796
Si	4.0402	4.1512	4.7605	-0.0017	-0.0548	0.0249
Si	9.5681	4.0496	4.7749	0.0516	0.0044	0.0094
Si	1.3386	6.9065	4.7542	-0.4785	0.225	0.1498
Si	6.7948	6.9889	4.6966	0.0241	0.0796	-0.0145
Si	4.0661	9.5639	4.804	-0.1713	0.2672	0.0799
Si	9.5493	9.5525	4.7554	0.2558	-0.5517	0.1041
Si	2.7008	-0.0164	6.205	0.1652	0.1875	-0.0392
Si	8.3527	0.0796	6.1687	-0.0144	0.0367	-0.277
Si	0.0139	2.8083	6.3215	-0.0973	0.09	-0.1018
Si	5.5006	2.8328	6.0719	-0.0322	-0.0629	0.1038
Si	2.7415	5.6067	6.1486	0.0278	0.0886	-0.1754
Si	8.1732	5.5621	5.8959	-0.0314	-0.0034	0.1667
P	-0.0449	8.2254	6.1275	-0.3753	-0.2471	-0.5247
Si	5.499	8.3269	6.2127	0.0802	-0.0561	-0.0902
Si	4.3951	1.1786	7.3292	-0.2394	-0.0111	-0.2682
Si	9.894	1.1592	7.6676	0.5094	-0.162	0.3701
Si	1.1598	4.5407	7.4927	0.0111	0.0661	0.0584
Si	6.5941	4.56	7.2708	0.006	-0.0128	-0.2191
Si	4.3022	6.7693	7.5172	-0.0185	-0.018	0.2899
Si	9.6655	6.6249	7.3343	0.41	0.1292	-0.1079
P	1.3632	9.9322	7.9905	-0.2783	-0.4657	-0.3598
Si	6.7149	9.9735	7.4425	-0.1591	0.1575	0.0684
O	9.5851	1.2484	23.9802	-0.0179	-0.0109	0.0084
O	4.1063	6.8125	23.9453	0.0033	-0.0247	0.0012
O	4.0119	1.2494	24.0274	0.0054	0.0036	0.0067
O	9.5393	6.7127	23.8967	0.0113	0.001	-0.0039
O	-0.034	5.65	7.8857	0.066	-0.1755	0.0553
O	5.5606	0.1449	7.9155	0.1443	-0.1065	0.0054
O	0.3185	0.2605	8.3024	-0.8304	0.7327	-0.103
O	5.5092	5.6667	7.8936	-0.1041	0.0191	0.0492
O	7.6129	4.0056	8.429	0.0053	-0.0522	0.0531
O	8.7928	7.1525	8.6452	-0.0404	0.0799	-0.0882
O	2.4941	9.8486	9.1938	0.6015	0.1885	0.8597
O	8.9155	1.6996	8.9243	0.0361	-0.0027	-0.0569
O	7.563	9.5016	8.778	0.0696	-0.0234	0.0217
O	3.5888	1.9016	8.5593	-0.0132	0.0725	0.0857
O	3.5125	7.384	8.8789	0.1842	-0.2271	-0.194
O	2.0169	4.0639	8.8385	-0.0617	0.0796	-0.0545
O	8.1346	3.4956	23.3653	0.0013	0.0017	-0.0026
O	0.4504	4.9448	22.9481	0.0063	-0.0027	-0.0086
O	1.9035	2.7575	23.2451	0.002	-0.0132	0.0087
O	5.8231	4.911	23.1155	0.0065	-0.0042	-0.001
O	5.5337	10.0097	23.4945	-0.0256	0.0059	0.0273
O	2.4439	8.6999	23.0258	-0.0055	0.0084	-0.0101
O	0.1868	10.0768	23.0839	0.0111	-0.0168	-0.0029
O	7.7914	8.5832	23.0745	-0.0031	0.007	0.0003
Si	8.6686	7.6977	18.4506	0.0056	-0.0041	0.0052
Si	8.8178	6.3749	13.6342	-0.0075	0.0099	-0.0049
Si	3.8152	1.5385	14.7261	-0.0137	0.0059	-0.0276
Si	2.1507	5.7532	17.6329	-0.0015	0.0022	0.0038
Si	2.4221	3.1479	19.4924	0.001	-0.002	0.0085
Si	9.8472	9.0445	12.0696	0.0382	0.0119	0.0399
Si	1.3311	9.4287	22.0805	-0.0022	-0.0073	0.0204
Si	9.2004	0.9735	13.1979	0.0091	-0.0052	-0.0238
Si	1.4457	5.0708	13.0073	0.0195	0.032	-0.0053
Si	1.8335	8.283	12.806	0.0559	0.0162	-0.1008
Si	6.659	9.5632	22.4241	0.0095	-0.0105	0.0032
Si	4.5413	4.5992	15.7126	0.003	0.0053	-0.0103
Si	8.2168	3.0436	9.5741	-0.0678	-0.0008	-0.0138
Si	0.8503	8.2497	19.2669	0.0047	-0.0001	0.017
Si	6.9597	1.3557	21.0869	-0.0003	0.0042	0.0108
Si	8.2758	8.3313	9.6578	-0.0171	0.0152	0.045
Si	10.9096	5.2203	15.6051	0.0014	0.0052	-0.0149
Si	7.588	9.508	16.3371	0.0031	-0.0025	-0.0069
Si	9.9368	2.0699	20.2922	0.0004	-0.0028	0.0085
Si	3.34	8.6228	9.9542	-0.1772	0.3723	-0.117
Si	6.7081	3.3498	17.4128	0.0009	0.0001	0.003
Si	1.169	0.2159	19.8033	0.0034	-0.0059	0.0098
Si	3.2401	2.8149	12.2913	-0.0085	-0.0309	-0.0795
Si	7.2227	5.395	19.689	0.0044	-0.0037	0.0121
Si	5.8703	8.6355	11.5721	-0.1161	0.0167	-0.1184
Si	5.822	6.0565	13.2142	-0.0071	0.0225	-0.0343
Si	4.6462	9.7104	17.6309	-0.0035	-0.0022	0.0027
Si	1.0242	3.6086	22.1737	-0.0022	0.0038	0.0128
Si	4.9049	1.4891	18.8002	0.0039	0.0008	0.0112
Si	3.1674	3.1317	9.5183	0.0654	-0.1597	-0.1007
Si	6.4896	10.8219	13.7999	0.0076	-0.0024	-0.0174
Si	10.3673	0.1245	15.9781	0.0104	0.0018	-0.0009
Si	5.6599	3.6582	11.1465	-0.0135	-0.0035	-0.0417
Si	9.8613	3.9099	11.9038	0.0172	-0.0101	0.0303
Si	2.3607	9.9296	15.5531	0.0081	-0.0093	-0.0255
Si	6.0834	8.1235	19.8054	-0.0002	-0.0007	0.0101
Si	6.9325	3.976	22.3779	-0.0038	-0.004	0.019
Si	9.7701	2.7896	17.3608	0.0025	0.0015	0.0091
O	7.2296	6.3753	13.9851	0.0114	-0.0088	0.0101
O	1.8952	7.0632	18.6838	0.0045	-0.0045	-0.0032
O	10.3067	4.041	16.5084	0.0013	-0.0007	0.0007
O	6.1812	9.9672	17.0669	0.0074	0.0026	-0.0006
O	10.1698	0.7045	14.4712	0.005	0.0005	0.0122
O	8.4525	6.1154	18.8629	0.0037	0.002	-0.0024
O	5.1886	0.6801	14.4108	0.0093	0.0006	0.0069
O	5.7305	2.0564	17.5213	0.0042	0.0001	-0.0021
O	8.3513	1.9551	20.5414	0.0046	-0.0023	-0.0028
O	1.9984	4.3034	18.4036	0.0038	0.0022	-0.004
O	6.954	2.8049	10.6052	0.0154	0.0189	0.0252
O	4.8741	2.693	12.1988	0.0176	-0.0024	0.0302
O	6.0427	4.3963	16.352	0.0051	0.0007	0.0047
O	4.5425	3.9568	9.9521	0.0277	0.0414	0.0273
O	10.6934	2.7833	21.5521	-0.003	-0.0028	-0.0036
O	9.7503	6.1876	14.9729	0.0117	-0.0033	0.0091
O	6.012	6.4875	19.8396	0.0017	0.0004	-0.0026
O	4.0886	0.1757	18.2817	0.0054	-0.0015	-0.0026
O	9.2891	10.5665	12.2675	-0.0107	0.004	0.0152
O	2.8743	4.3612	12.7022	-0.0038	0.0154	0.0217
O	1.9118	10.7104	21.2118	0.0002	0.0054	-0.0038
O	4.0005	2.7282	19.3797	0.0052	-0.0019	-0.0028
O	0.7485	10.0509	15.9692	-0.0058	0.0039	0.0075
O	1.2798	9.8081	18.8382	0.0028	0.0006	-0.002
O	1.7191	1.6691	19.273	0.0032	-0.0008	-0.0015
O	8.9608	10.398	16.515	0.0039	0.0006	-0.0001
O	4.8823	8.5857	18.7964	0.0047	-0.0009	-0.0033
O	9.6208	8.7735	10.473	-0.0048	-0.0213	-0.0408
O	6.7543	4.0855	18.8622	0.0026	-0.001	-0.0027
O	2.8523	1.7206	13.4047	0.008	-0.0062	0.0272
O	5.8329	8.774	21.268	0.002	-0.0022	-0.0078
O	2.5355	2.4605	10.8696	-0.0121	0.0274	0.059
O	7.6182	4.8548	21.1783	0.0039	0.0039	-0.0094
O	5.2676	7.4677	12.5646	0.0237	-0.0243	0.0383
O	0.4672	9.0845	12.4819	-0.0401	-0.009	0.0033
O	7.6112	1.0674	13.5878	0.0014	0.004	0.0096
O	7.1358	9.642	14.7654	0.0059	0.0046	0.008
O	9.0116	5.0433	12.7067	0.0093	-0.0021	-0.0005
O	8.106	8.042	16.9227	0.0025	0.0019	0.0053
O	6.2179	2.5757	21.8986	0.0039	-0.006	-0.0105
O	2.477	9.0759	14.1177	0.0066	0.0067	0.0372
O	0.4466	4.4951	11.8501	-0.0031	0.0031	0.0117
O	0.8195	8.3214	20.938	0.0009	-0.0003	-0.015
O	9.3841	3.8562	10.3546	0.009	-0.0055	-0.0228
O	9.679	2.3955	12.5306	0.0019	0.0102	-0.0029
O	7.6302	8.5617	19.4026	0.0047	-0.0001	-0.0022
O	2.6321	8.2619	11.3748	-0.0376	-0.0546	0.175
O	3.9999	3.0567	15.37	0.0084	0.0004	0.0036
O	0.8569	4.5256	14.4258	-0.0001	-0.0056	0.0167
O	10.0629	3.013	18.9534	0.0035	0.0012	-0.0087
O	9.1781	7.8189	12.9417	0.0046	-0.0015	0.0067
O	10.5161	0.5478	20.0715	0.0016	0	-0.0035
O	6.058	5.0225	11.9501	0.0054	0.0122	0.018
O	8.1688	2.7551	17.0133	0.0017	-0.001	-0.0015
O	3.5463	5.478	16.7295	0.0052	-0.0019	-0.0001
O	4.8296	9.1074	10.3912	0.1712	-0.0519	0.1108
O	1.5727	6.6941	13.123	-0.0028	-0.0336	0.0184
O	4.7828	5.4893	14.3495	-0.0016	-0.0071	0.0153
O	2.0523	3.8601	20.9212	0.0078	-0.0025	-0.0099
O	10.5667	1.4226	16.9495	0.0049	0.001	-0.0027
O	0.9631	6.0814	16.5594	0.0065	-0.0004	0.005
O	7.3504	10.9545	21.9244	0.0033	0.0024	-0.0016
O	5.9373	0.9155	19.9156	-0.0019	-0.0014	-0.007
O	6.1634	10.0076	12.4151	0.0296	0.0194	0.0426
O	2.8723	0.5488	15.6031	0.0052	0.0082	0.0062
O	7.1601	7.9472	10.8063	0.0437	-0.0054	-0.0074
O	10.2542	8.0136	18.6952	0.0007	-0.0015	-0.0016
O	3.4598	9.1999	16.5837	0.013	0.0007	0.0084

Results
free energy: -137746.428 eV
free energy less fixed offsets of O -568.88, P -755.39, Si -635.61 eV per atom: 1.832 eV

The program warned: the cutoff lies below the one the program advises for these potential files; the forces do not sum to zero within the program's tolerance; the exchange-correlation potential is rough where the density is thin.
